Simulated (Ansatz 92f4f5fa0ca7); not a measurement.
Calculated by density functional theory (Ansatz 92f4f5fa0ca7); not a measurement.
Periodic cell of 208 atoms, Si128O80, from a study of silicon, its oxide and their interface. The atomic structure is a simulated model.
Doubt: the cutoff is far below the 930 eV that the study's wrapper takes by default for these files, so forces and energies are approximate.
This geometry differs little from another in the collection (a relaxation step or a small displacement).

Settings: functional PBE; potential files Ansatz PAW; basis plane waves; wave-function cutoff 580 eV; density cutoff ratio 5; exchange-correlation grid ratio 1; k mesh 1 x 1 x 1, Gamma-centred; self-consistency stop 5e-08 eV per atom in the density residual; occupations fixed; spin none; net charge 0.

Cell vectors (angstrom)
a, 10.938, 0, 0
b, 0, 10.938, 0
c, -3.6323, 4.8106, 31.3028

Atoms and the computed forces on them: element, x, y, z (angstrom), force x, y, z (eV/angstrom)
Si, -3.2067, 8.3898, 25.2515, -0.0046, 0.0165, -0.0151
Si, -0.3492, 11.1754, 25.2414, 0.0009, -0.0077, -0.0156
Si, -4.1615, 4.0187, 25.3443, 0.0394, -0.0373, -0.0073
Si, -12.4082, 6.713, 25.2341, 0.0097, -0.0097, -0.0089
Si, -9.561, 9.4429, 25.0966, -0.0031, -0.0019, 0.0021
Si, -6.9313, 12.2516, 25.2553, 0.0047, -0.0041, -0.0093
Si, -8.6665, 3.0189, 25.3606, -0.0007, 0.0075, -0.0159
Si, -5.9049, 5.6597, 25.4591, -0.0278, 0.0308, 0.0134
Si, -4.9596, 7.5071, 26.5673, 0.0069, -0.0024, 0.004
Si, -2.2127, 10.2261, 26.4096, 0.0022, -0.0013, 0.0043
Si, -5.0728, 2.1563, 26.4861, -0.0086, -0.0006, 0.0115
Si, -2.3113, 4.8898, 26.5114, -0.0019, -0.0005, 0.0072
Si, -10.5385, 7.659, 26.3952, 0.0036, 0.0032, -0.0014
Si, -7.8098, 10.3758, 26.4335, -0.0045, -0.0086, -0.0018
Si, 0.5358, 12.932, 26.5801, -0.0099, -0.0006, 0.0032
Si, -7.7165, 4.7591, 26.6283, -0.0004, -0.0042, 0.009
Si, -6.396, 8.956, 27.7695, 0.0041, -0.0015, -0.0001
Si, -3.6345, 11.6457, 27.7356, 0.0019, -0.003, 0.004
Si, -6.3703, 3.4262, 28.0177, -0.0033, 0.0064, 0.0101
Si, -3.6328, 6.1802, 27.9971, -0.001, -0.001, 0.0047
Si, -0.9159, 8.9252, 27.9119, 0.004, 0.0005, -0.0009
Si, 1.8481, 11.6187, 27.994, 0.0035, -0.001, -0.0024
Si, -0.9053, 14.3837, 27.7944, 0.0006, -0.0003, 0
Si, -9.1564, 6.2328, 27.7805, 0.0051, -0.0036, 0.0032
Si, -7.7429, 7.5619, 29.1849, -0.0026, 0.0018, -0.0043
Si, -4.9991, 10.2917, 29.1796, 0.0003, 0.0005, -0.0086
Si, -7.7374, 12.9941, 29.3198, 0.0044, -0.0007, 0.0034
Si, -4.996, 4.8067, 29.3144, -0.0021, 0.0024, 0.0117
Si, -2.2546, 7.5543, 29.2908, -0.0002, 0.0005, 0.0026
Si, 0.4543, 10.2597, 29.2914, 0.0025, 0.0017, -0.0066
Si, -2.2772, 13.0079, 29.1827, -0.0003, 0.001, -0.005
Si, 0.4595, 4.8228, 29.1952, 0.0005, -0.001, -0.0068
Si, -6.3668, 6.1779, 30.6168, -0.2514, 0.2432, -0.0357
Si, -3.6323, 8.9124, 30.6168, -0.1621, 0.2293, -0.1318
Si, -6.3668, 11.6469, 30.6168, 0.3146, -0.2616, 0.1043
Si, -3.6323, 14.3814, 30.6168, 0.2083, -0.2717, 0.0964
Si, -0.8978, 6.1779, 30.6168, 0.1281, -0.0921, 0.0109
Si, 1.8367, 8.9124, 30.6168, 0.0992, -0.1931, 0.058
Si, -0.8978, 11.6469, 30.6168, -0.2048, 0.1281, -0.0762
Si, -9.1013, 3.4434, 30.6168, -0.1978, 0.2347, -0.044
Si, -1.3673, 2.7345, 0.6813, -0.0362, 0.1196, 0.0183
Si, 1.3673, 5.469, 0.6813, -0.1657, 0.021, 0.0176
Si, -1.3673, 8.2035, 0.6813, -0.0279, -0.1517, -0.0061
Si, 1.3673, 0, 0.6813, 0.1929, 0.0305, -0.0326
Si, 4.1018, 2.7345, 0.6813, -0.0144, -0.2181, -0.0191
Si, -4.1018, 5.469, 0.6813, 0.205, 0.0567, -0.0436
Si, -6.8362, -2.7345, 0.6813, -0.0154, 0.1783, 0.0155
Si, -4.1018, 0, 0.6813, -0.1453, 0.0304, 0.0193
Si, -2.7345, 4.1018, 2.0485, 0.0681, 0.2296, 0.0938
Si, 0, 6.8362, 2.0485, -0.2127, -0.1676, -0.0494
Si, -2.7345, 9.5708, 2.0485, -0.0663, -0.2474, 0.0809
Si, 0, 1.3673, 2.0485, 0.0949, -0.0084, 0.0819
Si, 2.7345, 4.1018, 2.0485, -0.1999, -0.3019, -0.1153
Si, -5.469, 6.8362, 2.0485, 0.5107, 0.2634, -0.133
Si, 2.7345, -1.3673, 2.0485, 0.1489, 0.395, -0.0024
Si, 5.469, 1.3673, 2.0485, -0.3122, -0.217, -0.0645
Si, -4.1244, 2.7353, 3.3599, 0.0029, -0.0027, -0.0047
Si, -1.3712, 5.4849, 3.4725, -0.0003, 0.0019, -0.003
Si, -4.0815, 8.2015, 3.4982, -0.004, 0.0002, 0.0054
Si, -1.362, -0.0194, 3.3959, 0.0009, -0.0015, -0.0031
Si, 1.3633, 2.7243, 3.467, -0.0016, -0.002, 0.004
Si, 4.1308, 5.4549, 3.3246, 0.0061, 0.0008, -0.0018
Si, 1.3508, 8.2237, 3.3492, 0.0061, -0.0012, -0.0015
Si, 4.1112, 0.0017, 3.4859, 0.0023, -0.0013, 0.0052
Si, -2.7783, 1.3548, 4.6735, -0.0024, -0.0039, -0.0034
Si, -0.0062, 4.1052, 4.8436, -0.0003, 0.0029, 0.0027
Si, -2.6956, 6.8464, 4.9411, 0.0016, 0.0011, 0.0047
Si, 0.0037, -1.4044, 4.7639, -0.0035, 0.0013, 0.0011
Si, 2.7241, 1.3661, 4.8967, 0.0015, -0.0033, 0.0047
Si, -5.486, 4.1053, 4.6998, 0.0001, -0.0045, -0.0011
Si, 2.8124, 6.8894, 4.569, 0.0061, 0.0026, -0.0069
Si, -5.4459, 9.5809, 4.9035, 0.0014, 0.0044, 0.0022
Si, -1.4569, 2.668, 6.092, 0.006, -0.0018, -0.006
Si, 1.5027, 5.5838, 5.9506, -0.0047, -0.0049, -0.0076
Si, -1.2809, 8.2477, 6.334, -0.0034, 0.008, 0.0006
Si, 1.3644, -0.1146, 6.1965, -0.0038, 0.0008, 0.0001
Si, -6.8625, 2.8624, 6.1817, 0.0064, -0.003, -0.0011
Si, -4.1325, 5.3814, 6.1625, -0.0029, 0.0017, -0.0086
Si, 4.0865, 8.11, 6.1191, 0.0053, -0.0009, -0.0067
Si, -4.0742, 0.0921, 6.2154, -0.0019, 0.002, -0.0049
Si, -3.3051, 3.5132, 7.3559, 0.008, 0.0061, 0.0219
Si, 0.6199, 7.1998, 7.4036, 0.0022, 0.0051, 0.0015
Si, -2.2324, -0.7881, 7.4746, -0.0133, -0.0067, 0.0196
Si, -0.4991, 0.8664, 7.262, 0.0197, 0.0052, 0.0049
Si, -5.8764, 6.3464, 7.3988, 0.0082, 0.0092, 0.0127
Si, 2.3878, -1.8785, 7.4702, -0.0021, 0.0148, 0.0004
Si, -5.111, 1.9045, 7.3908, -0.0086, -0.0114, 0.002
Si, -7.7224, 4.7593, 7.3676, -0.0097, -0.01, 0.0073
Si, -1.6129, 11.4663, 16.579, -0.0067, 0.0059, 0.002
Si, -8.932, 8.5219, 22.931, -0.0125, 0.0094, 0.014
Si, 3.5449, 2.0626, 12.2228, 0.0002, 0.0051, -0.0007
Si, -9.9775, 9.1767, 20.1066, -0.0094, 0.0011, 0.0005
Si, -1.7733, 10.0158, 21.1572, -0.0196, -0.0091, -0.0314
Si, 3.66, -1.3585, 9.4529, -0.0094, -0.0109, -0.0128
Si, -0.1526, 1.9021, 9.2959, -0.0188, -0.0098, -0.0163
Si, 1.5439, 0.0687, 11.2707, -0.0048, -0.0031, 0.0065
Si, -0.6112, 12.2245, 23.1658, 0.0096, -0.0072, 0.0297
Si, -5.3228, 7.1382, 9.563, 0.0073, -0.0238, -0.0032
Si, -5.6449, 11.5465, 19.5471, -0.0076, -0.0091, 0.0068
Si, -7.2516, 4.1902, 16.4998, 0.0024, 0.004, 0.0098
Si, -3.9842, 8.7194, 23.0426, -0.0018, -0.0015, 0.0191
Si, -1.8034, -1.9843, 14.8553, 0.0047, 0.0074, 0.0059
Si, -9.3655, 3.3911, 23.1529, -0.0095, -0.0094, 0.0336
Si, -2.3719, 7.3015, 17.4979, -0.0058, 0.0045, 0.0042
Si, -5.5873, 1.3374, 9.6662, 0.0009, 0.0284, -0.0059
Si, -5.2329, 6.3316, 12.3961, -0.0012, -0.015, 0.0013
Si, -2.5723, 4.6669, 12.8526, -0.006, 0.0001, 0.0139
Si, -4.4262, 3.3593, 20.1112, 0.0189, -0.0066, -0.0006
Si, -9.8169, 11.7571, 18.1676, -0.0013, -0.0021, -0.0077
Si, -3.1526, 2.7624, 15.3237, 0.0052, -0.0023, 0.0153
Si, -5.5592, 0.8311, 14.4279, 0.0043, -0.005, 0.005
Si, -7.1544, 4.3969, 21.1201, 0.0064, 0.0051, -0.0216
Si, -5.4961, 11.4447, 22.6081, -0.0076, -0.0166, -0.0094
Si, -6.3617, 6.8797, 22.6347, 0.0181, 0.0276, -0.0222
Si, 3.063, 4.8302, 13.423, 0.0093, -0.002, 0.0026
Si, -3.3524, 10.0605, 18.6447, -0.0118, 0.0148, 0.0016
Si, -4.3585, -1.6578, 13.0112, -0.0004, 0.0088, -0.0006
Si, -3.2528, 2.7836, 22.6812, 0.006, -0.0076, -0.016
Si, -7.1972, 12.0417, 16.9581, -0.006, -0.009, 0.0117
Si, -9.172, 3.9145, 18.7467, 0.0023, 0.0036, -0.0077
Si, -4.4252, 4.8804, 17.3811, -0.0028, -0.0071, -0.0027
Si, -0.3658, -2.2964, 12.097, -0.0118, -0.0037, -0.0102
Si, -2.8975, 2.7616, 10.2847, 0.0014, 0.0054, -0.01
Si, -0.0534, 6.088, 22.5643, 0.0044, -0.0025, -0.0094
Si, -2.9342, -1.8899, 10.3355, 0.0129, -0.0002, 0.0019
Si, -0.0038, 6.4288, 19.502, -0.003, -0.006, 0.0007
Si, 0.4254, 5.7888, 12.2622, 0.0067, -0.0035, -0.018
Si, 0.9974, 4.8309, 9.3677, 0.0105, 0.0008, 0.0176
O, -1.4955, 1.9303, 10.238, 0.0131, 0, 0.0112
O, -6.0499, -0.2391, 9.418, -0.0198, -0.0328, 0.0043
O, 2.6018, -0.9776, 10.6243, -0.0023, 0.0083, 0.0132
O, -8.7949, 11.6881, 16.8744, -0.0031, 0.0003, 0.0032
O, -5.0246, 9.976, 23.1044, 0.0083, -0.0161, 0.0077
O, -6.3854, 5.854, 23.8881, -0.012, -0.0129, 0.0096
O, -5.7031, 3.6803, 21.0689, 0.0004, 0.0009, 0.0104
O, -1.2828, -0.5309, 15.385, -0.0038, 0.0023, 0.0029
O, -4.644, 12.8354, 19.4123, 0.0015, -0.0003, -0.0021
O, -0.5826, 6.2867, 21.0359, -0.0023, -0.0012, 0.0095
O, -5.1988, 7.9233, 12.7323, -0.0076, -0.0081, 0.0011
O, -2.8815, 3.7228, 11.577, 0.0023, -0.0058, -0.0103
O, -3.2962, -1.8974, 14.2186, -0.0042, -0.0039, 0.0035
O, -0.3957, 11.5625, 17.6362, 0.0104, 0.0003, 0.0042
O, 0.3411, 6.2151, 8.7478, -0.0018, 0.0007, 0.0008
O, -2.6017, 10.6989, 19.9463, 0.0193, -0.0308, 0.0236
O, -4.1531, 12.3614, 22.6565, 0.0164, 0.0086, 0.0057
O, -2.5455, -0.8807, 9.1169, 0.0044, 0.0044, -0.017
O, -8.6725, 4.401, 17.2696, -0.0034, -0.0006, 0.0008
O, -6.6409, 11.969, 23.6342, -0.0151, 0.0109, 0.0189
O, 1.0019, 1.1182, 10.1467, 0.0034, 0.0019, 0.0023
O, -10.1277, 12.9273, 22.7128, -0.0145, -0.0015, -0.0028
O, -7.3373, 8.1476, 22.9705, 0.0008, -0.0065, -0.0029
O, -3.1514, 3.352, 21.145, -0.0077, 0.0109, -0.0127
O, -3.0276, 8.4986, 18.3864, 0.0027, -0.0068, -0.0079
O, -1.1155, 5.4284, 12.7337, -0.0066, 0.0042, 0.0105
O, -6.6916, 1.9377, 10.7399, 0.0086, -0.0076, -0.0044
O, 1.5732, 5.5112, 13.3963, -0.0031, 0.0025, 0.0031
O, -3.8498, 7.8817, 9.6392, -0.0043, 0.0012, -0.0065
O, -3.7105, -1.1637, 11.5837, 0.0064, 0.001, -0.011
O, -6.0121, 5.1396, 17.0215, 0.0076, -0.0021, 0.0018
O, -10.3383, 4.9467, 19.1837, 0.0015, 0.002, 0.001
O, -1.8644, 2.0121, 15.9777, -0.013, -0.003, 0.0009
O, 0.2645, 3.4471, 8.8789, -0.0057, -0.0033, 0.0106
O, -0.8177, -2.4366, 13.6535, 0.0037, 0.0003, 0.0051
O, -6.1268, 11.3889, 21.0981, -0.0025, 0.0017, -0.0065
O, -4.8405, 7.4543, 22.4085, -0.0077, -0.0031, -0.0021
O, -1.0461, 11.1749, 22.007, -0.0012, -0.0117, -0.0072
O, -1.7749, 7.8786, 16.0855, -0.0033, -0.0087, 0.0112
O, -3.5417, 6.2245, 17.1376, 0.0066, 0.0052, 0.0025
O, -9.8188, 7.6658, 19.4237, -0.0007, 0.0055, 0.0037
O, -1.5684, -2.4831, 11.0025, 0.0047, 0.0026, 0.0057
O, -2.7175, 9.0483, 22.059, 0.0185, 0.0157, -0.0152
O, -6.623, 5.7924, 13.0283, 0.0109, 0.0021, -0.0032
O, -4.1213, 1.6672, 10.365, -0.0072, -0.0143, 0.0057
O, -10.4328, 4.5901, 22.8487, -0.0082, -0.0093, -0.0001
O, -9.6604, 2.3374, 18.8164, -0.0026, 0.0019, 0.0065
O, -9.7687, 7.1177, 22.8704, 0.0187, 0.0125, 0.0037
O, -4.1638, 1.5993, 14.7784, 0.0001, 0.0012, 0.0016
O, -9.1524, 9.3381, 21.5162, -0.0121, -0.0042, -0.0149
O, -1.7697, 2.4458, 23.2617, 0.0146, 0.0046, 0.0061
O, -3.914, 3.863, 23.6996, -0.0164, 0.0194, 0.022
O, -0.6286, 9.1217, 20.4549, -0.0033, 0.0196, 0.0146
O, -6.3531, 0.3381, 15.7866, 0.005, -0.0021, -0.0078
O, -3.0115, 3.7575, 8.985, -0.0026, 0.0025, -0.0133
O, -1.1827, 6.652, 18.3981, 0.0018, -0.0001, -0.0018
O, -2.965, 10.9493, 17.3398, 0.0026, -0.0097, 0.0109
O, -6.9326, 6.0065, 21.3689, 0.0002, 0.0023, 0.0063
O, -6.8941, 11.7043, 18.5281, 0.0109, 0.002, 0.0035
O, 0.3528, -0.8417, 11.9065, 0.0073, 0.0045, 0.0013
O, -2.5491, 3.7207, 14.167, -0.0025, 0.0028, 0.0039
O, -1.2704, 6.369, 23.6094, -0.0084, 0.0072, 0.0251
O, 3.3703, 4.3919, 14.9411, -0.001, 0.0056, -0.0052
O, 0.5996, 7.36, 11.8431, 0.001, -0.0008, 0.0049
O, -4.2317, 4.4742, 18.9532, 0.0013, 0.0022, -0.0036
O, -6.7905, 2.6569, 16.7494, 0.0026, 0.004, -0.0053
O, -5.3062, 6.0355, 10.7802, -0.0033, 0.0019, 0.0114
O, 2.9962, 3.5781, 12.3836, -0.0023, -0.0025, 0.0031
O, -3.8396, 5.7002, 12.9949, -0.0049, 0.0019, -0.0019
O, 2.5767, 4.6816, 8.9238, 0.0083, 0.0041, -0.0103
O, 2.3231, 0.977, 12.3796, 0.0015, -0.0006, 0.0001
O, -6.398, 1.8579, 13.4915, -0.0018, 0.0001, -0.0016
O, -8.0224, 3.6551, 22.2716, 0.0171, 0.0014, 0.0124
O, -9.572, 10.4759, 19.1863, -0.0052, -0.0073, 0.0103
O, -5.3546, -0.4951, 13.5201, -0.0027, 0.0065, 0.0117
O, -7.8752, 4.133, 19.7003, -0.0041, 0.0003, -0.0072
O, 0.8041, 4.8777, 10.9709, -0.0043, 0.0021, -0.0061
O, -3.8935, 3.6732, 16.4378, 0.0033, 0.0016, -0.0079
O, -4.9293, 10.1865, 18.999, 0.0222, 0.011, -0.003
O, -6.5515, 8.1818, 9.8917, -0.0018, 0.0274, -0.0008

Results
free energy: -126872.574 eV
free energy less fixed offsets of O -568.88, Si -635.61 eV per atom: -4.094 eV

The program warned: the cutoff lies below the one the program advises for these potential files; the forces do not sum to zero within the program's tolerance; the exchange-correlation potential is rough where the density is thin.
